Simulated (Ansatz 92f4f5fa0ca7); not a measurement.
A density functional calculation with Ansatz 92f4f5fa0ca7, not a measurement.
Periodic cell of 258 atoms, Si166O92, from a study of silicon, its oxide and their interface. The atomic structure is a simulated model.
Doubt: the cutoff is far below the 930 eV that the study's wrapper takes by default for these files, so forces and energies are approximate.
This geometry differs little from another in the collection (a relaxation step or a small displacement).

Settings
functional: PBE
potential files: Ansatz PAW
basis: plane waves
wave-function cutoff: 580 eV
density cutoff ratio: 5
exchange-correlation grid ratio: 1
k mesh: 1 x 1 x 1, Gamma-centred
self-consistency stop: 5e-08 eV per atom in the density residual
occupations: fixed
spin: none
net charge: 0

Cell vectors (angstrom)
a  10.938  0  0
b  0  10.938  0
c  0  0  37.732

Atoms: element, x, y, z (angstrom)
Si  0  0  0.683
Si  5.469  0  0.683
Si  2.7345  2.7345  0.683
Si  8.2035  2.7345  0.683
Si  0  5.469  0.683
Si  5.469  5.469  0.683
Si  2.7345  8.2035  0.683
Si  8.2035  8.2035  0.683
Si  1.3673  1.3673  2.0503
Si  6.8362  1.3673  2.0503
Si  4.1018  4.1018  2.0503
Si  9.5708  4.1018  2.0503
Si  1.3673  6.8362  2.0503
Si  6.8362  6.8362  2.0503
Si  4.1018  9.5708  2.0503
Si  9.5708  9.5708  2.0503
Si  2.7345  0  35.6805
Si  8.2035  0  35.6805
Si  0  2.7345  35.6805
Si  5.469  2.7345  35.6805
Si  2.7345  5.469  35.6805
Si  8.2035  5.469  35.6805
Si  0  8.2035  35.6805
Si  5.469  8.2035  35.6805
Si  4.1018  1.3673  37.0478
Si  9.5708  1.3673  37.0478
Si  1.3673  4.1018  37.0478
Si  6.8362  4.1018  37.0478
Si  4.1018  6.8362  37.0478
Si  9.5708  6.8362  37.0478
Si  1.3673  9.5708  37.0478
Si  6.8362  9.5708  37.0478
Si  -1.1573  1.4508  18.3487
Si  2.1603  -3.334  28.8048
Si  5.8005  -0.2406  22.1677
Si  6.8181  4.1863  31.5364
Si  -0.5484  2.3556  23.5211
Si  6.496  5.8079  16.1285
Si  5.6583  13.646  24.9789
Si  6.9103  6.883  28.6724
Si  0.4426  -0.6377  20.2763
Si  9.4224  -0.3551  26.554
Si  8.9987  3.3884  29.0326
Si  14.7584  9.3007  29.269
Si  1.0321  2.932  16.5504
Si  10.4159  3.7673  26.3923
Si  2.7803  5.6802  30.1635
Si  10.1951  10.3845  28.8182
Si  5.4072  2.7946  30.1924
Si  6.9513  -1.3319  31.5188
Si  -0.0771  2.7258  30.3814
Si  3.8032  3.9999  28.8741
Si  1.3588  4.2505  31.5017
Si  4.6585  9.9728  27.2205
Si  0.1727  8.4389  29.9364
Si  1.0349  7.0598  13.1086
Si  4.1403  1.4258  31.6256
Si  9.5946  1.3966  31.8111
Si  4.79  5.0576  27.0329
Si  7.3137  2.5275  22.5397
Si  4.2139  6.8337  31.6407
Si  9.6726  6.9071  31.3119
Si  1.3568  9.5971  31.6612
Si  11.3101  10.7537  24.7828
Si  0.0213  -0.0088  33.0695
Si  5.5263  0.006  32.9238
Si  2.7301  2.8288  32.905
Si  8.1555  2.8041  32.9702
Si  -0.0092  5.5641  32.8782
Si  5.5124  5.4749  33.0079
Si  2.775  8.2025  32.9426
Si  8.2894  8.196  32.8423
Si  1.4061  1.4101  34.3212
Si  6.8398  1.3897  34.3234
Si  4.1126  4.1157  34.3289
Si  9.5766  4.1537  34.2897
Si  1.3841  6.8559  34.3033
Si  6.8944  6.8682  34.2968
Si  4.1247  9.585  34.3004
Si  9.5668  9.5474  34.3329
Si  2.7655  0.036  3.4013
Si  8.1917  -0.0101  3.4429
Si  -0.0059  2.7293  3.4198
Si  5.4454  2.6968  3.4033
Si  2.6735  5.418  3.4187
Si  8.2059  5.4674  3.4174
Si  -0.0338  8.1718  3.3891
Si  5.4765  8.2175  3.4038
Si  4.1016  1.3777  4.8681
Si  9.5908  1.3575  4.781
Si  1.3142  4.0506  4.8849
Si  6.844  4.037  4.7072
Si  4.0421  6.8497  4.6587
Si  9.5654  6.8187  4.8327
Si  1.3292  9.6061  4.6294
Si  6.8166  9.5644  4.8545
Si  0.0575  -0.0332  6.0813
Si  10.5061  2.181  8.8086
Si  5.8393  3.1999  8.5767
Si  9.932  7.9253  10.7974
Si  -3.4584  4.9425  8.7078
Si  5.3981  5.4243  5.8892
Si  3.9089  9.527  7.4286
Si  8.6326  5.6569  17.9439
Si  4.3553  2.2921  11.2888
Si  7.2124  6.171  10.7309
Si  2.681  2.6698  6.2957
Si  12.2822  6.9532  7.3899
Si  -4.0104  12.287  7.5802
Si  9.672  9.6213  7.5283
Si  5.45  10.9308  6.2726
Si  8.2289  8.208  6.2223
Si  2.5987  3.1559  19.212
Si  3.2073  -1.0876  14.2509
Si  1.302  3.1922  11.2494
Si  10.8632  5.4272  6.278
Si  2.6418  8.2455  5.9362
Si  8.2082  2.7093  6.1215
Si  0.398  8.5187  8.8773
Si  9.4572  4.0295  7.6608
Si  1.3704  1.1539  7.672
Si  13.9508  -3.3869  26.4707
Si  1.5202  5.1919  15.412
Si  5.0973  3.4514  17.6991
Si  1.711  7.859  24.5223
Si  14.1038  6.1202  8.5667
Si  2.2927  10.2376  9.0835
Si  8.7774  11.3903  8.8774
O  -3.7708  -13.6701  25.2156
O  -17.7185  -10.8346  14.8861
O  4.5613  16.6169  13.6634
O  -0.5875  9.6757  21.3734
O  19.0606  26.7647  19.2864
O  -15.5906  22.2067  16.4923
O  35.9698  12.8976  20.1522
O  12.9922  16.1623  22.2337
O  -11.7873  1.1458  13.3715
O  -15.4863  24.8001  18.5666
O  21.6216  11.6772  23.5589
O  13.5745  7.2049  20.6532
O  7.0303  -1.5901  10.2447
O  -1.2494  7.6975  25.8145
O  -4.0753  0.9743  22.4071
O  -22.1505  13.7788  25.0701
O  1.7152  -10.9494  21.089
O  11.8135  24.8815  12.7984
O  7.4955  49.7498  21.7452
O  46.368  -8.2998  26.2931
O  -2.1605  6.7258  10.7475
O  -9.4101  6.8784  18.2238
O  -22.4548  5.3545  21.3417
O  47.6943  14.9227  18.7526
Si  7.2781  0.7735  26.9446
Si  14.0937  -9.6568  25.6046
Si  10.8588  13.3702  13.9583
Si  0.8058  15.3717  21.5149
Si  17.7746  8.4965  23.6477
Si  -17.81  15.1496  7.4219
Si  1.045  12.0575  29.0749
Si  -8.9709  -18.9774  27.783
Si  19.1808  5.4407  30.0326
Si  2.1885  7.9186  19.2756
Si  13.5983  -5.0366  10.8252
Si  -2.4335  3.8543  15.485
Si  10.0923  6.4178  24.9287
Si  16.5294  -2.78  30.2586
Si  11.5055  19.708  14.8055
Si  2.7028  -10.8697  30.4
Si  -5.9972  7.6867  8.3447
Si  8.3776  0.1117  30.2854
Si  -1.6866  -0.2173  13.6574
Si  6.4606  -23.4978  20.3972
Si  -6.7815  6.7885  14.7864
Si  0.1933  -3.8916  17.2999
Si  3.2403  -10.5398  20.6208
Si  7.2417  1.7842  29.0958
Si  -12.8173  30.5605  21.4883
Si  5.8483  -2.7467  10.3776
Si  17.6936  6.6879  7.2647
Si  -2.4398  9.8985  10.7518
Si  -4.8297  -4.0607  22.0709
Si  20.0752  6.3415  21.939
Si  7.7737  -21.0302  16.1429
Si  -7.2753  10.2565  11.2583
Si  -3.3171  25.225  19.5657
Si  13.9789  -15.3509  22.0794
Si  -6.2195  -10.2399  16.3196
Si  -6.7903  -22.7474  18.8329
Si  5.1158  4.8368  12.3993
Si  30.2375  -2.4271  26.3282
O  29.0057  3.2575  21.1032
O  18.3759  -4.4182  17.2517
O  -2.1442  0.5679  17.3866
O  -13.009  -19.5603  19.3869
O  20.7692  -26.0917  18.2444
O  27.3862  4.7241  16.8104
O  2.7519  13.4173  10.9834
O  -6.2721  -1.9923  11.2921
O  -6.2996  27.978  22.2162
O  -50.4577  -2.2549  26.2792
O  -4.6752  10.3664  27.0702
O  -30.9417  22.3411  25.0373
O  18.351  4.9991  14.9922
O  -28.2143  -8.6257  16.6145
O  -14.0024  7.8822  27.7742
O  37.1355  -9.1188  24.5817
O  0.7961  14.9457  27.3448
O  -7.1385  19.2481  14.3116
O  36.6621  22.2536  26.7611
O  23.3305  4.7765  10.9133
O  46.4617  18.5832  23.2314
O  2.8369  10.178  12.6849
O  -1.1218  37.9847  25.9024
O  -1.9105  4.4597  16.9068
O  13.0235  -8.3323  17.7531
O  6.336  -18.5998  23.6093
O  -27.0326  9.7734  23.5427
O  10.6656  -14.4559  12.1929
O  -12.1099  -7.3654  14.4703
O  -24.6115  -21.9133  14.8626
O  17.6806  1.7318  25.718
O  18.6783  46.1867  15.7365
O  0.9198  -30.8209  15.1996
O  34.2215  -28.8606  20.0357
O  13.2089  -3.8983  11.9737
O  1.7922  -1.1011  15.0593
O  -13.6309  30.9005  22.8979
O  25.3907  19.5142  18.6187
O  36.9694  16.2375  11.1611
O  11.7081  9.2133  24.3349
O  -4.8949  -4.9746  27.6022
O  -2.082  35.4381  23.0586
O  21.992  -19.3243  10.3438
O  31.1001  17.1737  23.5769
O  61.3583  -27.5981  12.0029
O  -46.6047  9.1133  20.2174
O  16.7647  18.7737  20.7483
O  1.1186  38.372  13.8312
O  -0.3349  -8.4624  17.3797
O  -21.1567  28.4226  24.5205
O  30.2649  10.4347  12.3103
O  -10.5073  25.0215  22.4655
O  -6.0868  14.1499  12.5806
O  11.9492  19.9822  19.4123
O  -7.0887  -21.9247  17.4671
O  27.1821  2.7837  10.0826
O  5.557  -14.8687  15.5906
O  -1.6516  3.1493  27.3864
O  -7.2234  16.9975  26.2864
O  -11.6125  -1.4204  14.0501
O  16.713  -22.9368  19.0213
O  26.4637  11.62  11.4122
O  -28.5517  54.9894  21.9008
O  0.087  8.3806  16.3561
O  0.2787  -16.0367  16.237
O  -11.1544  0.4642  19.2591
O  -5.595  -28.82  25.9201
O  -18.9487  17.0143  15.637

Results
free energy: -157842.100 eV
free energy less fixed offsets of O -568.88, Si -635.61 eV per atom: 6.120 eV

Forces (eV/angstrom), in the order of the atoms: element, x, y, z
Si  0.0615  0.0174  0.0597
Si  0.0451  -0.038  -0.0533
Si  -0.023  -0.0005  -0.074
Si  -0.0133  0.0329  0.0389
Si  0.0092  0.0438  -0.0547
Si  -0.0048  0.0465  0.0476
Si  0.0833  0.0247  0.0536
Si  0.0199  0.0655  -0.0726
Si  0.1299  0.2307  -0.0602
Si  -0.0579  -0.274  -0.0247
Si  -0.1971  -0.142  0.0277
Si  0.1074  0.0729  -0.0169
Si  -0.2118  -0.2819  -0.1322
Si  0.0777  0.0493  -0.028
Si  0.1723  0.2053  -0.1101
Si  -0.3169  -0.0924  -0.0337
Si  0.2796  0.1691  -0.041
Si  -0.0778  -0.0549  -0.0052
Si  -0.0047  0.2718  -0.1678
Si  -0.1582  -0.0828  0.1416
Si  -0.0848  0.0563  0.0141
Si  0.1382  0.2137  0.0626
Si  0.0608  -0.1304  0.1123
Si  0.2304  0.0975  -0.1628
Si  0.0297  -0.029  0.0562
Si  -0.0115  -0.0244  -0.0343
Si  -0.0266  0.0211  0.0192
Si  -0.0373  -0.019  -0.0396
Si  -0.0048  -0.0394  -0.0363
Si  0.0211  -0.0823  0.0445
Si  -0.0829  -0.0198  -0.0375
Si  -0.1051  0.0181  0.0259
Si  -0.0035  0.0039  -0.0345
Si  -0.0114  0.0013  -0.0245
Si  -0.0065  -0.0033  0.0722
Si  0.0281  0.0058  -0.0352
Si  -0.0334  0.0001  0.0118
Si  -0.0219  -0.0232  -0.017
Si  0.0108  0.031  0.0147
Si  -0.0499  -0.2164  0.0207
Si  -0.0064  0.0363  -0.0041
Si  0.0995  0.1129  0.0047
Si  0.0343  -0.0287  -0.0025
Si  -0.0182  -0.0145  0.0539
Si  -0.0288  0.0597  -0.024
Si  0.0078  0.0192  0.0507
Si  0.0243  -0.0211  -0.0176
Si  -0.0641  -0.0092  -0.0241
Si  -0.0004  -0.0245  -0.0184
Si  -0.0459  -0.0067  0.053
Si  -0.0157  0.0422  -0.057
Si  -0.0267  0.0093  0.0417
Si  0.0095  0.0148  0.0297
Si  -0.0072  0.0502  -0.0516
Si  0.0384  -0.0171  0.0097
Si  0.0188  -0.0742  -0.0115
Si  0.0144  0.0139  -0.0075
Si  0.0083  -0.0669  0.001
Si  0.0763  -0.011  0.0521
Si  0.0263  0.0223  0.0205
Si  -0.0313  -0.0228  -0.0065
Si  0.0289  0.0052  0.006
Si  -0.045  -0.0439  0.0253
Si  0.0645  0.0229  -0.0022
Si  0.0024  0.0094  0.0124
Si  -0.001  -0.0141  0.0116
Si  -0.0181  0.0019  0.0205
Si  -0.0151  0.0393  0.0324
Si  -0.0245  0.0145  0.0059
Si  0.019  -0.0258  0.0365
Si  -0.0013  0.0339  0.0067
Si  0.0266  -0.0277  0.0312
Si  0.0061  0.0179  0.0061
Si  0.0029  -0.0179  0.0041
Si  0.0036  0.0022  0.0001
Si  0.0183  0.0039  0.005
Si  -0.0007  -0.0232  0.0001
Si  -0.0023  0.0284  0.0055
Si  0.0104  0.0064  0.0102
Si  -0.0093  -0.0118  -0.0001
Si  0.0144  0.0197  -0.0068
Si  -0.0052  -0.0128  0.0124
Si  0.0072  -0.001  0.0042
Si  -0.0123  -0.014  -0.0071
Si  -0.0163  -0.0216  0.0075
Si  0.0024  0.0137  0.0005
Si  -0.008  -0.0006  -0.0078
Si  0.0098  0.0084  -0.0008
Si  0.0007  -0.0001  -0.0015
Si  0.0025  -0.0006  -0.0154
Si  0.0071  -0.0014  -0.0039
Si  0.0083  -0.0042  -0.0434
Si  0.0051  0.0298  -0.0484
Si  0.0055  -0.0084  0.0104
Si  -0.0354  -0.0036  -0.0457
Si  -0.006  0.0042  0.0064
Si  -0.0349  0.0035  0.0121
Si  -0.0231  0.0265  0.0468
Si  0.0195  -0.0574  0.064
Si  -0.1327  -0.1128  0.3389
Si  -0.029  -0.0135  -0.0468
Si  -0.0309  -0.0578  0.0002
Si  -0.0156  0.0533  0.0326
Si  -0.0052  -0.0024  -0.0257
Si  0.0384  0.0254  -0.0479
Si  -0.0529  0.019  -0.067
Si  -0.0352  -0.0331  -0.0122
Si  -0.0218  -0.0314  0.0284
Si  -0.0253  0.0484  0.0167
Si  0.0237  0.0217  0.117
Si  0.0299  0.0076  -0.0224
Si  -0.0121  0.0013  -0.0378
Si  -0.0228  0.0104  -0.0443
Si  -0.0094  0.0103  -0.0011
Si  -0.024  -0.0387  -0.0191
Si  -0.01  0.0046  -0.0127
Si  0.0375  -0.018  -0.0267
Si  0.0098  -0.0126  -0.0158
Si  0.0382  0.1061  -0.0768
Si  0.0157  -0.0333  0.0046
Si  0.0134  0.0017  0.0133
Si  0.0097  0.0092  0.0378
Si  0.0267  -0.0392  -0.0233
Si  0.0127  0.0153  -0.0283
Si  -0.0635  -0.0126  -0.0059
Si  0.0071  0.0494  -0.1754
Si  0.0073  -0.0075  0.0172
Si  0.0328  -0.0263  0.0075
O  0.055  0.0641  0.0449
O  -0.0098  -0.0206  0.0084
O  0.0211  -0.0299  -0.0197
O  -0.019  0.0041  0.0031
O  -0.0033  0.0061  0.0113
O  -0.0146  -0.0231  0.0196
O  0.0072  -0.024  0.0024
O  0.0045  -0.0079  -0.014
O  -0.0381  -0.0505  0.0216
O  0.0078  0.0088  0.0313
O  -0.0078  -0.0264  0.004
O  0.0153  -0.0111  -0.0015
O  -0.0349  -0.1207  0.0148
O  -0.0681  0.0648  0.0108
O  0.0025  -0.0094  -0.0291
O  -0.0154  0.0169  0.0255
O  0.0014  -0.0016  -0.0063
O  0.0392  0.0212  -0.0416
O  -0.012  0.0022  -0.0124
O  -0.0452  -0.0233  0.1292
O  -0.0695  0.0438  -0.037
O  0.0123  0.0202  0.0293
O  -0.0142  0.0087  -0.0127
O  -0.017  -0.0024  0.0228
Si  -0.0432  -0.0012  -0.0493
Si  -0.0308  -0.022  0.0025
Si  -0.0037  -0.0156  0.0575
Si  0.0067  -0.0028  0.0192
Si  -0.0088  0.0966  0.048
Si  0.0751  0.0169  0.0067
Si  -0.0101  -0.0789  0.0479
Si  0.0533  0.1091  -0.1452
Si  -0.0695  0.0406  -0.0466
Si  0.0038  -0.0121  -0.0147
Si  0.0055  -0.0806  0.235
Si  -0.0189  -0.0392  -0.0481
Si  0.0133  -0.0127  -0.0611
Si  0.0282  0.0004  -0.0728
Si  -0.0146  0.0665  0.0739
Si  0.0367  0.0444  -0.073
Si  0.0122  -0.0583  -0.0551
Si  0.0342  0.0636  -0.021
Si  0.0601  0.0148  -0.0095
Si  0.0181  0.0314  -0.0244
Si  0.0065  -0.0075  0.0328
Si  -0.005  -0.0041  -0.0603
Si  -0.0242  0.0261  0.0215
Si  -0.0061  0.0205  0.0189
Si  0.0226  0.0054  0.0026
Si  0.069  0.1497  0.2747
Si  0.0293  -0.0166  0.1083
Si  0.0816  0.1198  -0.027
Si  -0.0175  -0.0814  -0.0197
Si  0.0363  -0.0507  0.045
Si  0.0116  0.0284  -0.0177
Si  -0.0535  0.0257  -0.0006
Si  0.0016  -0.0227  -0.0221
Si  -0.035  -0.0063  0.0264
Si  0.0342  0.0176  -0.0166
Si  -0.0147  0.0018  -0.0269
Si  -0.0501  -0.0041  -0.0016
Si  -0.0162  -0.2095  -0.0231
O  0  -0.0032  0.0331
O  0.003  -0.0211  0.0022
O  0.0013  -0.0139  0.0112
O  -0.0021  0.0059  0.0062
O  -0.0045  0.0046  0.0152
O  0.0077  0.0239  0.0215
O  -0.0227  -0.0018  0.0123
O  0.0966  -0.1554  -0.1495
O  0.0084  0.0065  -0.0374
O  0.0182  0.0045  0.0444
O  -0.0213  -0.0232  0.0118
O  0.0383  0.0353  0.0196
O  0.029  -0.001  0.046
O  -0.0152  -0.0332  0.0019
O  -0.043  0.0331  0.039
O  -0.0298  -0.0245  -0.0027
O  0.0148  -0.0615  0.0059
O  -0.0125  0.0144  0.0125
O  -0.0166  -0.0098  0.0079
O  0.0212  0.0417  -0.0252
O  0.0009  0.0113  0.0042
O  -0.0113  -0.0094  -0.0341
O  -0.0053  -0.0122  -0.0228
O  0.0045  0.0016  0.0063
O  0.0321  -0.017  0.0555
O  -0.0096  -0.0251  0.0072
O  0.0183  -0.0295  -0.0168
O  -0.0164  0.0841  -0.1885
O  -0.0075  0.0023  0.0027
O  0.0146  -0.0183  0.0088
O  0.0294  -0.0325  0.0201
O  0.0185  0.0239  0.0063
O  -0.0241  -0.0482  -0.0279
O  0.0041  -0.003  0.0082
O  -0.02  -0.0076  -0.0732
O  0.0153  -0.0075  0.0062
O  -0.015  0.0254  -0.0026
O  0.0047  -0.0088  0.0032
O  -0.0227  0.0296  -0.0107
O  0.0163  -0.032  0.0152
O  -0.009  0.0424  0.048
O  -0.0272  -0.0102  -0.0169
O  -0.0021  -0.0179  -0.0244
O  0.0077  -0.0294  0.0261
O  0.0364  0.0541  -0.0102
O  -0.0154  0.0133  -0.0276
O  0.0062  -0.0316  0.0114
O  -0.0092  0.0711  -0.0235
O  -0.002  -0.0079  0.0237
O  -0.0047  0.0354  0.0058
O  -0.0012  -0.1081  -0.1091
O  0.0104  -0.011  -0.0122
O  0.0082  -0.0085  0.0095
O  -0.0094  -0.0107  -0.0151
O  0.0041  -0.0164  0.0101
O  0.0225  0.0258  -0.0102
O  -0.0289  -0.0009  0.0048
O  -0.0101  -0.0366  0.0176
O  -0.005  0.0104  -0.0224
O  -0.0155  0.0102  0.0204
O  0.0117  -0.0049  0.0022
O  0.0069  0.001  0.0182
O  0.0174  0.0066  0.0069
O  0.0076  -0.0005  -0.002
O  -0.0201  0.0154  0.0426
O  0.0133  -0.0334  0.0309
O  -0.0169  0.0541  0.0128
O  0.0229  0.0235  -0.0007

The program warned: the cutoff lies below the one the program advises for these potential files; the exchange-correlation potential is rough where the density is thin.
